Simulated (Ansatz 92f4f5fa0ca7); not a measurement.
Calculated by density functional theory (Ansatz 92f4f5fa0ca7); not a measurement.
Periodic cell of 157 atoms, Si96O55N6, from a study of silicon, its oxide and their interface. The atomic structure is a simulated model.

Settings: functional r2SCAN; potential files Ansatz norm-conserving; basis plane waves; wave-function cutoff 1300 eV; density cutoff ratio 4; exchange-correlation grid ratio 1; k mesh 2 x 2 x 1, shifted by 0.5 0.5 0.5 of a step; self-consistency stop 5e-08 eV per atom in the density residual; occupations Fermi-Dirac, 0.05 eV; spin none; net charge 0.

Cell vectors (angstrom)
a	10.88	0	0
b	0	10.88	0
c	0	0	22.5372

Atoms: element, x, y, z (angstrom)
Si	-0.2763	-0.7268	-0.2549
Si	2.0824	2.8836	-0.2054
Si	0.23	5.3694	0.442
Si	3.2384	7.6473	-0.0361
Si	5.6181	-0.3027	-0.1494
Si	8.5531	3.0253	-0.6293
Si	5.2241	5.3406	0.4042
Si	7.8316	8.3685	0.187
Si	1.1559	1.0678	1.0303
Si	3.9488	3.7139	1.3868
Si	1.443	6.99	1.4951
Si	4.1362	9.4865	1.3109
Si	6.9194	1.4775	0.882
Si	9.4052	4.0954	1.3342
Si	6.8477	6.6989	1.489
Si	9.2937	9.5674	1.5505
Si	-0.0679	2.6126	2.5399
Si	2.6826	-0.0106	2.5575
Si	-0.0453	8.2539	2.7966
Si	2.7592	5.3624	2.7084
Si	5.5613	2.5759	2.5865
Si	8.0286	0.2095	2.6652
Si	5.4622	8.1313	2.7439
Si	8.1956	5.4085	2.8326
Si	1.3106	4.021	4.0094
Si	4.1327	1.3137	3.9538
Si	1.3814	9.5835	4.0688
Si	4.1199	6.7319	4.1243
Si	6.7786	4.0232	4.0774
Si	9.4759	1.3994	4.0643
Si	6.8054	9.593	4.0615
Si	9.5479	6.8188	4.1376
Si	-0.0465	0.0345	5.402
Si	2.7954	2.7487	5.3189
Si	0.0297	5.4334	5.4337
Si	2.7583	8.1719	5.3787
Si	5.4952	0.0546	5.4307
Si	8.1637	2.7354	5.4671
Si	5.5015	5.4249	5.4968
Si	8.166	8.224	5.4563
Si	1.3541	1.4571	6.6206
Si	4.1533	4.0488	6.826
Si	1.4036	6.8442	6.7524
Si	4.1822	9.4991	6.6894
Si	6.8753	1.3638	6.8902
Si	9.5278	4.1041	6.7934
Si	6.8175	6.8785	6.8689
Si	9.4696	9.6182	6.8499
Si	0.055	2.7562	8.1066
Si	2.8167	0.1019	7.77
Si	0.1057	8.3317	8.0702
Si	2.8067	5.5125	8.0954
Si	5.4875	2.6603	8.2745
Si	8.1902	0.0638	8.4055
Si	5.5133	8.3429	8.267
Si	8.2027	5.4751	8.1972
Si	1.4872	4.0888	9.3583
Si	4.0606	1.1061	9.3857
Si	1.4531	9.941	9.2198
Si	3.9851	7.0387	9.4718
Si	6.808	4.1034	9.6671
Si	9.6926	1.484	9.6651
Si	6.7544	9.681	9.9438
Si	9.7407	6.8928	9.406
Si	0.567	0.5033	11.0226
Si	2.7675	2.5054	10.6334
Si	0.0436	5.3295	10.7175
Si	2.4854	8.6104	10.7438
Si	4.6609	-0.2089	11.4571
Si	8.6187	3.0885	11.042
Si	5.679	5.9745	10.6912
Si	8.2517	7.92	10.8846
Si	2.465	0.5732	15.6917
Si	1.8916	2.3435	13.4618
Si	2.9855	7.7043	16.0382
Si	2.5355	9.0325	13.6454
Si	4.8345	2.7787	12.69
Si	5.7628	5.6074	13.473
Si	3.5803	4.3222	14.8935
Si	7.2866	7.4348	18.892
Si	0.9638	5.0653	13.6257
Si	1.041	0.246	18.5081
Si	-1.1292	9.2793	19.4621
Si	4.3929	5.1571	17.3693
Si	10.761	-2.1976	12.3315
Si	7.8069	-7.0941	13.7127
Si	8.54	6.8382	13.7686
Si	11.0582	7.5033	14.9794
Si	3.937	-0.0655	19.6731
Si	8.6462	4.5121	19.2333
Si	0.0923	13.666	20.0527
Si	4.7634	6.2496	20.2592
Si	6.9867	3.5854	16.8084
Si	5.0963	1.0476	17.2077
Si	5.1861	9.1164	17.6264
Si	10.4302	7.4792	21.2655
O	-0.9486	2.3129	21.2634
O	0.3559	1.6658	18.9
O	1.5809	2.9707	20.7278
O	4.544	0.1451	21.1684
O	0.0147	5.948	21.4392
O	1.4007	4.2496	0.3668
O	3.5815	7.2298	20.8759
O	4.2133	6.5938	0.7429
O	10.5875	-2.9829	19.7149
O	4.2472	-5.5022	18.9708
O	6.1577	2.2116	16.9434
O	7.9991	4.0407	20.6864
O	5.2158	5.1055	21.3208
O	4.4636	1.1515	18.7105
O	4.6337	9.437	19.1287
O	6.1427	7.1037	20.0068
O	-2.6261	-2.1069	19.0194
O	-0.2478	-0.5726	12.0049
O	4.0909	3.3151	11.3128
O	0.8244	5.685	12.137
O	0.9316	8.075	11.1807
N	3.2563	9.4684	12.0755
O	3.3285	7.8311	14.4391
N	1.7979	1.6037	11.8581
O	1.5055	1.5613	14.8354
O	8.461	2.6818	12.6926
N	6.1826	3.9123	13.1164
O	7.0839	6.7617	11.068
N	3.5292	2.9668	13.8262
N	9.1766	7.8579	12.4275
O	0.7144	-7.3972	13.4905
O	2.7532	-0.5959	14.6301
O	5.1126	1.1281	12.4415
O	5.9874	4.8555	17.1005
O	3.6281	6.4566	16.7982
O	4.8229	5.3667	14.7482
N	11.7002	8.5214	13.7494
O	1.636	0.2022	17.0123
O	10.9395	5.9054	14.6531
O	9.7139	4.2932	11.0613
O	13.2494	5.2594	14.3922
O	9.3673	7.6386	15.0256
O	3.5971	3.9668	16.5193
O	8.6856	5.185	13.5461
O	10.655	10.091	18.3931
O	-1.1292	-0.6413	20.8161
O	-5.9747	6.0412	12.1704
O	1.318	7.7211	16.1907
O	-0.6377	4.0907	19.3482
O	0.4114	8.601	22.1292
O	2.283	10.7634	19.5474
O	3.9069	1.1622	16.1182
O	6.7523	9.4021	21.9296
O	6.8751	6.7807	13.8978
O	8.1011	3.6199	17.9816
O	8.2504	-4.7984	18.8445
O	3.8123	8.9111	16.7654
O	8.8291	7.5854	21.6423
O	5.8655	-0.3909	17.0503
O	7.7065	3.5521	15.3412
O	6.2916	7.9025	17.6248

Results
free energy: -38575.721 eV
free energy less fixed offsets of N -289.75, O -463.61, Si -117.95 eV per atom: -15.471 eV
pressure: -2.55 GPa
stress xx, yy, zz, yz, xz, xy (GPa, positive in tension): 3.83, 1.56, 2.27, 1.31, 0.91, 1.4

Forces (eV/angstrom), in the order of the atoms: element, x, y, z
Si	-0.1147	-0.1096	0.1408
Si	-0.063	0.4055	0.2685
Si	0.2775	0.005	0.0476
Si	0.072	-0.2238	0.1733
Si	-0.0357	-0.2321	-0.1157
Si	0.0539	0.2576	0.2978
Si	0.1148	0.1592	0.178
Si	-0.2158	-0.2169	-0.4472
Si	-0.1113	-0.049	-0.5413
Si	-0.1652	0.0097	-0.3656
Si	0.2815	-0.2729	0.0083
Si	0.1342	-0.1415	-0.4221
Si	0.005	-0.2264	-0.2959
Si	0.1025	0.1946	-0.1649
Si	-0.1789	-0.0626	-0.3993
Si	0.0307	-0.1596	-0.1211
Si	-0.0337	-0.2131	0.2933
Si	0.0109	-0.0258	-0.1394
Si	0.0833	-0.0406	-0.1528
Si	-0.2883	0.1587	0.3381
Si	-0.0899	0.1637	-0.2632
Si	0.0464	-0.0062	-0.126
Si	-0.1126	-0.033	0.4687
Si	0.0754	0.1091	-0.0799
Si	0.2911	0.2585	-0.4631
Si	0.0601	-0.1093	0.1611
Si	-0.1936	0.0054	0.0773
Si	-0.1192	-0.0453	-0.4449
Si	0.0188	0.1098	-0.0324
Si	0.0447	0.1106	-0.3253
Si	-0.175	-0.0992	-0.2894
Si	0.1065	-0.0597	0.0993
Si	0.0551	0.1526	0.0049
Si	-0.1144	0.2094	-0.1023
Si	-0.0267	-0.0773	0.0476
Si	0.1477	-0.2648	-0.0848
Si	-0.0719	-0.204	0.0092
Si	0.1337	-0.027	0.0663
Si	-0.0178	0.1495	0.0534
Si	-0.054	0.1296	0.0118
Si	0.0144	0.076	-0.013
Si	-0.127	-0.0822	0.0044
Si	0.0712	0.1107	-0.045
Si	0.1625	0.0175	-0.0468
Si	-0.157	0.0848	0.0037
Si	-0.1184	0.2212	0.1066
Si	0.1192	-0.1751	0.0855
Si	0.1196	-0.2683	0.004
Si	-0.0397	0.0256	-0.2077
Si	-0.1134	-0.0534	0.0445
Si	-0.0939	-0.0462	0.1064
Si	0.1331	0.1095	-0.0514
Si	0.2367	0.1931	0.1555
Si	-0.0228	0.1665	0.2181
Si	-0.2461	0.1469	-0.0713
Si	0.1706	-0.0332	0.0827
Si	0.1912	-0.0669	0.7372
Si	-0.0674	-0.2421	0.3786
Si	-0.0561	0.0417	0.4718
Si	-0.1668	0.0591	0.4523
Si	0.1222	0.1782	0.2639
Si	0.1183	0.0157	0.4881
Si	0.1257	-0.6391	0.4375
Si	-0.1987	-0.0623	-0.1444
Si	-0.3435	-0.1463	-0.4304
Si	0.0599	0.7546	-0.2803
Si	0.1762	-0.3658	0.0639
Si	-0.0606	-0.6314	-0.9926
Si	0.0263	0.804	-0.5613
Si	-0.0099	0.1131	0.1728
Si	-0.2463	-0.1062	0.1212
Si	-0.5499	-0.3846	0.0857
Si	0.0893	0.0154	0.0824
Si	-0.3356	-0.0388	0.3008
Si	-0.0668	-0.0355	0.2568
Si	0.4825	0.041	0.5597
Si	0.119	0.2396	0.0273
Si	-0.4023	0.355	0.1719
Si	-0.1877	0.0882	0.4648
Si	-0.0681	0.0744	-0.2989
Si	0.0093	0.0828	0.0841
Si	-0.1002	-0.1146	-0.4019
Si	0.1043	0.0231	-0.5502
Si	-0.0063	-0.0237	-0.2642
Si	-0.0831	-0.0023	-0.032
Si	0.1493	-0.1705	0.3067
Si	0.1031	0.3059	0.1543
Si	0.0133	-0.1846	0.7577
Si	0.1346	-0.1711	-0.3401
Si	-0.0192	0.0541	-0.4064
Si	0.0379	0.0576	-0.4223
Si	0.1872	-0.11	-0.3487
Si	-0.1064	-0.0294	0.1102
Si	0.1125	0.0688	-0.3255
Si	0.066	0.0002	-0.2925
Si	-0.2409	-0.2543	-0.3408
O	-0.3381	0.1581	-0.1724
O	-0.0031	0.1162	0.4197
O	0.0743	-0.1315	0.6094
O	0.3016	-0.0763	0.2161
O	-0.1998	0.3086	0.2739
O	-0.023	-0.3778	-0.4367
O	-0.1067	0.1236	0.8475
O	-0.0979	0.0214	-0.6863
O	-0.1908	0.2024	0.4658
O	0.1562	0.2413	0.2363
O	-0.0401	0.0689	0.0146
O	0.2459	-0.4844	0.2764
O	-0.1538	0.3153	0.2274
O	-0.0839	-0.2563	0.0357
O	-0.1275	0.2374	0.0385
O	-0.1141	-0.0177	-0.0112
O	0.1291	-0.0995	0.3215
O	0.3431	-0.2662	-0.048
O	-0.2795	-0.4708	0.2944
O	-0.1684	-0.1018	-0.0669
O	0.2751	0.4314	0.6164
N	0.3834	0.2514	0.2324
O	-0.2908	0.2086	-0.0235
N	-0.3004	-0.2025	-0.0778
O	0.3239	-0.0393	-0.3901
O	0.0313	0.325	-0.6852
N	-0.1703	-0.164	-0.1088
O	0.0715	0.2757	-0.0367
N	-0.0486	-0.0427	-0.2768
N	0.0268	0.2124	-0.4218
O	0.2675	0.0694	-0.0916
O	-0.1467	-0.0232	-0.1744
O	-0.2579	-0.2197	-0.1385
O	-0.0851	-0.1381	-0.0259
O	0.0382	-0.0425	-0.1143
O	-0.0075	-0.2812	-0.1234
N	0.1392	0.0951	-0.4553
O	0.0719	0.0918	0.129
O	0.2174	0.0157	-0.2635
O	-0.1328	-0.0884	0.1967
O	0.1061	-0.2507	-0.0838
O	0.1721	-0.3316	-0.3673
O	0.1682	0.4375	-0.2808
O	-0.1652	0.1618	0.0344
O	0.0155	-0.0002	0.3665
O	0.5383	-0.0315	0.5564
O	0.5041	-0.128	-0.0572
O	-0.0311	-0.0679	-0.479
O	-0.0226	-0.1959	0.2844
O	-0.2318	0.412	-0.4941
O	0.1283	0.0401	0.1532
O	-0.096	-0.1522	0.0969
O	-0.0099	0.0288	0.6126
O	0.1631	-0.3299	-0.1472
O	-0.0157	0.2309	0.2071
O	-0.0546	-0.1126	0.2671
O	0.0778	-0.1423	0.0643
O	0.1893	0.2769	0.0916
O	-0.3985	0.0302	0.2588
O	0.0604	0.066	-0.2947
O	-0.0134	0.0343	0.3294
